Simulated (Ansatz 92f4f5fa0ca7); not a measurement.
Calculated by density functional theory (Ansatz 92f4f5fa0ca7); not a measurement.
Periodic cell of 286 atoms, Si144O106H32N4, with a vacuum gap, from a study of silicon, its oxide and their interface. The atomic structure is a simulated model.

Settings: functional r2SCAN; potential files Ansatz PAW; basis plane waves; wave-function cutoff 800 eV; density cutoff ratio 5; exchange-correlation grid ratio 1; k mesh 1 x 1 x 1, shifted by 0.5 0.5 0 of a step; self-consistency stop 1e-11 eV per atom in the density residual; occupations fixed; spin none; net charge 0; applied field sawtooth along c, amplitude -0.015 V/angstrom in the program's sign convention, ramp centred at 0.9896 of c and 0.0207 of c wide, no dipole correction.

Cell vectors (angstrom)
a	10.887	0	0
b	0	10.887	0
c	0	0	48.28

Atoms and the computed forces on them: element, x, y, z (angstrom), force x, y, z (eV/angstrom)
Si	-0.5497	0.3386	34.5563	0.009	-0.0046	-0.0058
Si	2.8389	2.6073	34.8464	0.0033	-0.0034	-0.0001
Si	0.7462	4.9268	34.3699	-0.001	0.0055	0
Si	3.2337	8.1505	34.2391	-0.0036	0.0103	0.0006
Si	5.2274	0.5424	34.6372	0.0057	-0.0027	-0.0036
Si	8.3241	2.6679	34.9918	-0.0014	0.0001	0.0003
Si	6.0929	4.8154	34.7769	-0.0017	0.0023	-0.0002
Si	8.0699	7.8483	34.6119	0.0004	-0.0074	-0.0009
Si	1.2861	1.2249	35.9029	-0.0074	0.0035	-0.0174
Si	4.2756	3.9746	36.0476	0.0015	-0.001	-0.01
Si	1.7414	6.7107	35.6048	0.0075	0.0022	-0.0153
Si	4.2792	9.5617	35.7945	0.0009	0.0027	-0.0145
Si	6.8132	1.3803	36.1703	0.0063	0.0084	-0.0138
Si	9.8842	4.0948	35.9122	0.0011	-0.0029	-0.0145
Si	6.9663	6.54	36.1484	-0.0014	-0.0005	-0.01
Si	9.3494	9.4938	35.8126	-0.0035	0	-0.0146
Si	0.1173	2.6567	37.3555	0.0035	0.0013	0.0064
Si	2.7562	-0.1179	37.193	0.0178	0.0038	0.0122
Si	0.1181	8.0969	36.9705	-0.0014	-0.0048	-0.0012
Si	2.8805	5.445	37.2445	-0.0034	-0.0123	0.0035
Si	5.518	2.7019	37.529	0.0073	-0.0059	0.0057
Si	8.138	-0.1046	37.3648	0.0056	0.0034	0.0101
Si	5.5409	8.1153	37.2433	0.0072	0.0015	0.0013
Si	8.4599	5.3295	37.3923	-0.0065	-0.0018	0.0133
Si	1.4794	4.0805	38.6284	0.0054	0.0149	0.0127
Si	4.0649	1.277	38.6588	-0.007	0.0137	0.0129
Si	1.3758	9.4316	38.5172	0.0051	0.0188	0.0312
Si	4.1433	6.8258	38.6351	0.0026	-0.0013	0.0202
Si	6.9546	4.0735	38.7378	-0.0056	-0.0006	0.0146
Si	9.5351	1.325	38.6426	-0.0104	0.0238	0.017
Si	6.8169	9.448	38.7039	-0.0194	0.0059	0.0157
Si	9.7273	6.833	38.5908	-0.0123	-0.002	0.0245
Si	0.0344	-0.0583	39.9191	0.0193	-0.0141	0.1703
Si	2.769	2.7002	40.0065	0.0021	-0.0059	0.1535
Si	0.1004	5.4431	39.9998	0.0353	-0.0539	0.1896
Si	2.7213	8.1455	39.9769	0.0293	-0.0135	0.1976
Si	5.4321	-0.0516	40.0296	0.0331	-0.0242	0.1901
Si	8.2115	2.6651	40.0765	0.0473	-0.0417	0.1952
Si	5.529	5.4726	39.9861	-0.0224	0.0015	0.1683
Si	8.2662	8.1314	39.9655	0.0234	-0.0232	0.1779
Si	1.3416	1.3459	41.2964	0.1902	-0.0048	0.251
Si	4.1375	4.0948	41.3253	0.0805	-0.1364	0.2391
Si	1.3956	6.8127	41.393	0.1282	-0.1967	0.2632
Si	4.0398	9.5229	41.3726	0.1085	-0.0929	0.2858
Si	6.7775	1.3478	41.3912	0.1837	-0.18	0.2983
Si	9.5564	4.1047	41.3554	0.1933	-0.1838	0.2556
Si	6.8545	6.8397	41.335	0.1506	-0.22	0.4042
Si	9.5484	9.5349	41.3312	0.1633	-0.1155	0.2384
Si	0.0042	2.7077	6.9023	-0.0866	0.1229	-0.3739
Si	2.6672	0.0279	6.9309	-0.11	0.1365	-0.2722
Si	-0.0107	8.1962	6.9475	-0.1829	0.1617	-0.2379
Si	2.772	5.4397	6.93	-0.1698	0.0664	-0.3109
Si	5.4217	2.7469	6.9684	-0.1935	0.1309	-0.2093
Si	8.1623	-0.0082	6.9258	-0.1349	0.1928	-0.3361
Si	5.4477	8.1743	6.9104	-0.1096	0.0756	-0.3329
Si	8.1582	5.4781	6.9247	-0.2214	0.256	-0.3542
Si	1.3726	4.0672	8.2377	-0.0546	0.0656	-0.1907
Si	3.9761	1.4209	8.2998	0.025	-0.0058	-0.1717
Si	1.2973	9.5972	8.3221	0.0096	-0.0063	-0.1718
Si	4.0876	6.8428	8.2931	-0.073	0.0753	-0.1957
Si	6.7456	4.1843	8.2902	-0.037	0.0277	-0.1877
Si	9.4835	1.4002	8.2692	-0.0031	-0.0009	-0.1834
Si	6.7596	9.5593	8.2727	-0.0242	0.03	-0.1827
Si	9.4897	6.8469	8.2928	-0.0048	0.0051	-0.1693
Si	-0.0642	0.0996	9.7046	-0.0036	-0.0064	-0.0219
Si	2.6303	2.7725	9.737	-0.0073	-0.0196	-0.0309
Si	0.0081	5.4388	9.54	0.013	0.0012	-0.0106
Si	2.68	8.2051	9.6079	0.0022	-0.0139	-0.0072
Si	5.339	0.0324	9.5793	-0.0035	-0.0224	-0.0036
Si	8.1234	2.823	9.5617	0.02	-0.0009	-0.015
Si	5.3754	5.5107	9.7353	0.0153	-0.0105	-0.0309
Si	8.0927	8.2096	9.653	0.0202	0.0069	-0.0231
Si	1.212	1.4973	11.1611	0.0024	0.0005	-0.0108
Si	3.9181	4.2045	11.1091	-0.0088	0.0084	-0.0149
Si	1.3325	6.7815	10.9069	-0.015	0.0125	-0.0007
Si	3.9649	9.596	10.9864	0.0072	0.0057	-0.0081
Si	6.6297	1.5374	10.7974	0.0079	-0.011	-0.0088
Si	9.537	4.1356	10.9119	-0.0053	0.0091	-0.0069
Si	6.7418	6.899	11.0794	-0.0083	0.0144	-0.0191
Si	9.4252	9.6019	10.991	-0.0039	-0.0017	-0.0167
Si	-0.164	2.93	12.5648	-0.0105	0.0007	0.0147
Si	2.5897	0.0606	12.4085	0.0071	-0.0082	0.0123
Si	-0.0487	8.1178	12.1887	0.0101	-0.0084	0.0213
Si	2.5221	5.535	12.5517	-0.0071	0.0096	0.0187
Si	5.3148	2.814	12.3282	0.0098	-0.0046	0.0088
Si	7.9566	0.2038	12.1032	-0.0055	0.0083	0.018
Si	5.2745	8.2292	12.4146	-0.004	0.0085	0.0127
Si	8.2329	5.4985	12.2578	0.0063	-0.012	0.0126
Si	0.8994	4.5697	14.092	0.0116	-0.0034	-0.0113
Si	4.1206	1.2995	13.7028	-0.0011	-0.007	-0.0093
Si	1.4553	9.2211	13.5511	-0.0084	0	-0.0061
Si	3.7096	7.1065	13.8461	-0.0015	0.0002	-0.0131
Si	6.9708	3.9965	13.4776	-0.0003	0.0074	-0.0089
Si	8.9724	1.702	13.5822	0.0024	-0.0059	-0.0142
Si	6.3296	10.0613	13.3879	0.0034	-0.0034	-0.0081
Si	9.702	6.7044	13.6851	-0.0051	0.0182	-0.0158
Si	-5.4757	-4.1509	22.3391	-0.0022	-0.0022	-0.0178
Si	-3.7339	2.1354	18.8844	0.0015	0.0009	-0.0109
Si	2.4113	5.3478	24.9342	-0.0066	-0.0041	-0.0148
Si	-20.8452	10.5895	29.8029	-0.0003	-0.0022	-0.0227
Si	-0.4436	-26.3938	16.5447	-0.0026	-0.0007	-0.01
Si	7.8585	-11.6944	19.4541	0.0021	-0.0008	-0.0074
Si	-10.9523	21.9667	15.3869	0.0001	0.0001	-0.0122
Si	-21.2717	-20.3727	21.1124	0.002	-0.0013	-0.0454
Si	2.043	2.244	15.7114	-0.0043	-0.0016	-0.0103
Si	-3.1185	19.3719	15.5085	-0.002	0.0002	-0.0136
Si	-12.0935	1.0131	23.5166	-0.0015	0.0007	-0.0146
Si	-3.348	7.2978	20.0288	0.003	-0.0021	-0.0124
Si	7.4282	6.3518	24.6998	0.0015	-0.0033	-0.019
Si	-17.088	3.7909	28.8101	-0.0028	0	-0.0127
Si	25.6827	-15.0757	29.1063	-0.0009	-0.003	-0.0158
Si	16.7248	-26.6119	15.6969	-0.0003	0.0024	-0.0112
Si	-4.2707	11.0917	31.837	0.0021	-0.0014	-0.0211
Si	-3.566	10.72	22.5951	-0.001	0.0036	-0.015
Si	21.5187	29.2544	20.7363	-0.0064	0.0021	-0.0159
Si	4.6649	-8.438	20.3909	0.0013	-0.0028	-0.0053
Si	3.3594	0.9549	28.6104	0.0013	-0.0005	-0.0121
Si	-3.1874	5.792	30.6951	0.0008	-0.0057	-0.03
Si	-5.8004	20.3747	29.7019	-0.0039	-0.0008	-0.023
Si	-2.0664	-10.4038	30.0266	0.0019	-0.0037	-0.0184
Si	5.8102	-3.8376	32.7773	0.0078	-0.0016	-0.0147
Si	0.0007	17.2176	26.31	0.0007	-0.004	-0.014
Si	24.9128	10.7286	21.4076	-0.0021	-0.0018	-0.0166
Si	-2.3584	9.419	25.0341	0.0023	-0.0008	-0.0171
Si	11.5689	7.4047	23.6914	-0.0003	-0.0034	-0.0158
Si	1.6657	-2.7241	28.1628	0.0015	-0.0053	-0.0245
Si	-3.3712	-1.4067	27.8019	0.0009	-0.0053	-0.0283
Si	-3.7021	-19.036	21.7156	-0.0025	-0.0025	-0.012
Si	-11.6667	6.7334	32.4862	-0.0048	0.0063	-0.0153
Si	22.2716	10.0796	24.8875	-0.0027	-0.0007	-0.0143
Si	-11.9567	9.3512	17.492	0.0003	-0.0007	-0.0074
Si	9.1232	14.8916	23.5366	0.0006	-0.0047	-0.0107
Si	-14.1029	-5.8651	17.8118	-0.0009	0.0009	-0.0084
Si	0.9089	-1.471	32.4942	0.0038	0.0022	-0.018
Si	3.2221	20.9198	26.3595	-0.0015	-0.0026	-0.0252
Si	-5.7785	5.6523	26.587	-0.0041	0.0014	-0.0188
Si	-8.9373	9.1362	19.514	-0.0015	0.0013	-0.0069
Si	-9.358	6.4096	18.6563	0.0014	-0.0005	-0.0128
Si	8.0121	28.184	27.5749	0.0032	-0.0015	-0.0235
Si	-7.6853	5.0392	20.7076	-0.0012	-0.0008	-0.0109
Si	-3.7745	2.8387	30.4918	-0.0015	0.0015	-0.0205
Si	15.4943	20.3061	23.6297	0.0005	-0.0008	-0.0166
Si	-9.9726	-10.1274	18.1479	0.0001	0.0007	-0.0154
Si	12.1148	4.0501	22.6478	-0.0006	-0.0015	-0.0157
O	-10.9336	-0.3578	33.1733	-0.0024	0.0048	0.0137
N	-0.1349	10.7693	17.0654	0.0009	-0.0007	0.0099
O	3.9837	1.5623	34.1512	0.002	0.0013	0.002
O	-9.8421	1.263	14.9091	0.0016	0.0014	0.0103
O	-41.8079	10.3503	25.8376	0.0059	-0.0002	0.0049
O	-4.5612	12.6524	31.437	0	-0.0039	0.0078
O	-15.7717	9.4358	28.3655	-0.0044	0.0004	0.017
O	0.375	9.6908	14.6963	-0.0011	0.0066	0.0062
O	-7.3198	-0.4699	22.9197	0.0017	-0.0055	0.0054
O	5.8833	20.7688	31.0469	0.0035	0.0026	0.0137
O	7.212	3.6937	34.2761	0.0011	0.0006	0.0054
O	9.2565	1.5423	34.1552	0.0027	-0.0007	0.0089
O	0.6489	7.5633	27.0982	0.0039	0.0034	0.0164
O	12.9667	17.541	24.0154	0.0011	-0.0036	0.0069
N	-4.0933	6.0786	26.3027	-0.0022	-0.0002	0.0036
O	-10.6088	12.363	19.4875	-0.0006	0.0004	-0.0072
O	-35.9193	-11.4496	21.0507	-0.0004	-0.0009	0.0124
O	15.8561	15.08	27.2753	-0.003	-0.0053	0.0163
O	-7.1583	0.5111	27.0831	-0.0001	0.0008	0.0156
N	-11.0462	5.8175	14.8223	0.0017	-0.007	-0.0025
O	-12.3513	11.6776	14.8664	0.0032	0.0027	0.0064
N	-13.1633	10.5295	23.6995	0.0005	-0.0047	0.0099
O	6.1474	10.9651	33.3667	-0.0087	0.0017	0.0164
O	9.0279	-3.3355	20.6206	-0.0017	0.0003	0.0038
O	10.9393	-3.7868	22.2602	0.0008	-0.0022	0.0128
O	-3.2404	-5.0791	29.0523	-0.0017	-0.0034	0.0152
O	-4.7921	20.8245	23.2728	-0.0021	-0.0035	0.0053
O	-5.2464	-7.7594	21.4973	0.001	-0.0025	-0.0005
O	7.7278	-7.5076	17.9761	-0.0008	-0.0051	-0.0026
O	0.2906	-4.5305	19.7102	-0.0007	-0.0023	-0.0029
O	10.5473	-4.0041	24.8291	-0.0018	-0.0019	0.0108
O	-2.9732	2.8285	14.1619	-0.0018	0.004	-0.0016
O	1.2481	37.9237	26.1121	-0.0032	-0.0009	0.0144
O	-3.021	-8.504	20.3077	-0.0013	0.0006	0.0116
O	2.5811	8.2399	14.2592	0.0023	-0.0002	0.0006
O	7.5498	20.821	26.2411	-0.0043	-0.001	0.0176
O	-1.4825	-1.1439	19.0233	-0.0018	-0.0006	0.0109
O	3.6873	-8.3707	28.8772	-0.0004	0	0.0084
O	8.3713	12.9242	29.8526	0	0.0001	0.0151
O	6.0923	-7.6193	29.3462	0.0075	-0.001	0.0044
O	3.5256	1.9304	15.1186	0.0012	0.0022	-0.0003
O	1.6345	3.7634	15.328	-0.0005	-0.0012	0.0039
O	-9.9641	-1.8901	23.7679	-0.0013	-0.0002	0.0056
O	-5.3512	-8.5861	19.0258	-0.0007	-0.0019	0.0065
O	9.1286	-4.5272	31.2452	0.006	0.0015	0.0159
O	7.4261	-10.3505	18.5965	0.0006	-0.0006	0.0062
O	8.8982	7.6363	14.7494	-0.0031	0.0002	0.0087
O	3.2061	9.3497	20.5297	0.0005	-0.0006	0.0075
O	5.2409	0.1809	14.0823	-0.0016	0.0054	0.0002
O	-19.6947	-2.9559	18.4516	-0.0026	0.0012	-0.0009
O	8.3931	-1.6117	16.7495	0.0019	0.001	0.0021
O	1.758	12.7649	17.2792	0.0009	-0.0008	0.0087
O	-17.8154	5.5563	25.4093	0.0035	-0.0009	0.0054
O	-6.7833	-9.8945	20.8054	-0.0021	-0.0017	0.0058
O	-4.3828	-3.6737	21.2566	-0.0023	-0.003	0.0026
O	1.9317	-0.3641	18.6898	-0.0008	-0.0032	0.0066
O	6.3628	5.0181	14.582	-0.0032	0.0009	-0.0001
O	8.0551	-17.8419	22.3241	0.0028	0.001	0.0067
O	4.3157	-4.4516	15.2428	0.0002	-0.0007	0.0041
O	-15.1993	7.4764	15.8294	-0.0012	-0.0011	0.0065
O	17.7402	8.0778	33.512	0.006	0.005	0.007
O	33.4327	9.2195	28.972	0	0.0055	0.0047
O	12.6808	11.6606	28.9693	-0.0033	-0.0048	0.0022
O	1.1632	-8.1916	21.801	-0.0002	0.0023	0.0031
O	4.4518	-2.8844	29.933	0.0016	0.0005	0.0119
O	-1.6512	2.4761	24.1152	-0.0005	-0.001	0.0051
O	-0.8388	-1.3681	25.6337	-0.0007	-0.0008	0.0026
O	-19.8839	5.1152	21.6376	-0.0015	-0.0021	0.0002
O	15.5046	6.7605	27.6557	-0.0039	-0.0003	0.0105
O	0.9096	5.7409	17.311	0.0004	-0.0012	-0.0002
O	2.1092	9.0573	33.4958	0.0055	-0.0019	0.0098
O	25.9443	-5.7389	29.6106	-0.0003	-0.001	-0.0045
O	-4.6558	16.1938	17.0813	0.0025	-0.0006	0.009
O	-25.4146	9.6879	14.6429	-0.0009	0.0008	0.0094
O	-6.3513	-2.9494	22.9935	-0.0002	0.0003	0.0032
O	-10.2945	8.821	20.3655	-0.0017	-0.0024	0.0144
O	-1.8628	5.5417	17.0154	-0.0024	-0.002	0.0018
O	-10.7124	11.5241	24.251	0.0013	-0.0032	0.0056
O	-4.6303	6.1209	23.5942	0.0037	-0.0021	0.0104
O	-2.3558	5.1646	24.4857	-0.0027	0.0038	0.0035
O	3.4738	-18.2726	20.2843	-0.0015	0.001	0.0062
O	-0.4804	22.1674	30.1026	0.0007	-0.0006	0.0131
O	-6.4767	5.7344	21.5415	0.0017	-0.0011	0.0034
O	19.2181	21.3827	28.7564	0.0032	0.0046	0.0178
O	24.0758	-3.9407	29.0329	0.0025	-0.0039	0.005
O	14.9802	10.7574	29.5606	0.002	-0.0058	0.0053
O	1.5893	0.2598	21.4189	-0.0017	0.0015	0.0123
O	-19.5896	-17.7382	23.9786	0.0019	0.0019	0.0089
O	0.0834	18.9493	32.1134	0	-0.0017	0.0097
O	-1.3938	16.7738	27.0457	-0.0047	-0.0064	0.0069
O	-9.0345	3.7204	34.0328	0.0008	0.0043	0.0088
O	-2.7039	10.8532	31.4427	-0.0042	-0.0007	0.0114
O	10.4221	-3.0325	17.1134	0.0004	-0.0012	0.0012
O	2.9592	8.8955	27.4892	-0.0018	-0.0036	0.0143
O	-3.3059	4.2356	31.1774	0.0009	0.0015	0.0098
O	18.4537	-4.9832	19.1841	-0.0015	0.0031	0.0069
O	4.246	9.4952	25.216	-0.0039	0.0014	0.0148
O	4.3045	18.5475	33.0527	-0.0073	0.0018	0.012
O	-1.6483	-3.8604	33.8186	-0.0029	0.0025	0.0063
O	1.5768	21.0156	31.2108	-0.001	-0.0044	0.0142
O	-3.7765	8.6385	19.1791	-0.0017	-0.0016	0.016
O	2.8339	-16.0805	19.2778	0.0019	-0.0023	0.0116
O	-4.4056	6.7138	31.3076	-0.0048	0.0033	0.0144
O	-2.7133	-2.8844	27.8327	-0.0012	-0.0003	-0.0017
O	-0.8948	1.1441	21.9056	-0.0028	-0.0012	0.0046
O	-0.2797	26.2245	23.0747	-0.0017	0.001	0.0057
O	8.0313	7.8948	24.6115	-0.0014	-0.0007	0.01
O	0.1786	5.4813	32.9172	0.0055	-0.0075	0.0139
O	7.0989	1.4319	22.6486	0	-0.0031	0.0031
O	5.6774	16.4486	33.4	0.0008	-0.004	0.0108
H	2.1657	0.5265	42.2289	-0.3328	0.3352	-0.2379
H	0.5273	2.1751	42.2289	0.1646	-0.3877	-0.3093
H	3.3095	4.9103	42.2577	0.2701	-0.2488	-0.3247
H	4.9392	3.2533	42.2577	-0.2739	0.4395	-0.2328
H	2.2184	5.9919	42.3254	-0.2373	0.3564	-0.2064
H	0.5671	7.6277	42.3254	0.2725	-0.266	-0.2924
H	3.2238	10.3504	42.3051	0.2955	-0.3392	-0.2563
H	4.8791	8.7189	42.3051	-0.3585	0.1495	-0.2238
H	5.9687	2.1824	42.3236	0.2955	-0.3588	-0.2737
H	7.6078	0.5346	42.3236	-0.361	0.2022	-0.1999
H	10.3593	3.2644	42.2879	-0.1895	0.439	-0.1674
H	8.7273	4.9191	42.2879	0.3064	-0.2491	-0.3081
H	7.6582	6.0003	42.2675	-0.343	0.3117	-0.1914
H	6.0113	7.6396	42.2675	0.3662	-0.0867	-0.3159
H	8.714	10.3439	42.2637	0.2935	-0.2086	-0.3344
H	10.3669	8.7097	42.2637	-0.2868	0.3172	-0.2361
H	0.8186	1.8785	5.9699	-0.4229	0.3342	0.2563
H	-0.7987	3.548	5.9699	0.245	-0.2608	0.2558
H	1.8431	0.8473	5.9985	0.3525	-0.4544	0.2158
H	3.4832	-0.7996	5.9985	-0.1801	0.2334	0.3523
H	0.8178	7.3811	6.0151	-0.1816	0.2217	0.3519
H	-0.8292	9.0213	6.0151	0.3509	-0.3722	0.2105
H	1.9492	6.2605	5.9976	0.2208	-0.2342	0.2562
H	3.6	4.6242	5.9976	-0.334	0.423	0.2499
H	6.2305	1.9123	6.0359	-0.2193	0.2205	0.3588
H	4.62	3.5883	6.0359	0.3708	-0.4363	0.1975
H	8.9967	-0.8172	5.9934	-0.3521	0.2887	0.2952
H	7.3319	0.8049	5.9934	0.2816	-0.252	0.2176
H	4.6084	8.9783	5.9779	0.2383	-0.2502	0.2577
H	6.2908	7.3744	5.9779	-0.3347	0.2947	0.2829
H	8.9873	4.6637	5.9922	-0.2827	0.1668	0.3556
H	7.3544	6.3175	5.9922	0.3809	-0.3194	0.1942

Results
free energy: -154610.919 eV
free energy less fixed offsets of H -15.71, N -386.36, O -570.45, Si -639.56 eV per atom: 1.581 eV

The program warned: the cutoff lies below the one the program advises for these potential files; the forces do not sum to zero within the program's tolerance; empty levels may hold ghost states of the PAW files; the exchange-correlation potential is rough where the density is thin.
